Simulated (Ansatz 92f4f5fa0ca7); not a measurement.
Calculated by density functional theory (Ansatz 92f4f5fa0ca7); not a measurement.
Periodic cell of 222 atoms, Si131O89As2, from a study of silicon, its oxide and their interface. The atomic structure is a simulated model.
Doubt: the cutoff is far below the 930 eV that the study's wrapper takes by default for these files, so forces and energies are approximate.
This geometry differs little from another in the collection (a relaxation step or a small displacement).

Settings: functional PBE; potential files Ansatz PAW; basis plane waves; wave-function cutoff 580 eV; density cutoff ratio 5; exchange-correlation grid ratio 1; k mesh 1 x 1 x 1, Gamma-centred; self-consistency stop 5e-08 eV per atom in the density residual; occupations fixed; spin none; net charge 0.

Cell vectors (angstrom)
a 10.938 0 0
b 0 10.938 0
c 0 0 32.1988

Atoms: element, x, y, z (angstrom)
Si 10.5864 0.239 24.9059
Si 5.7232 10.6993 24.7106
Si 2.4761 2.9487 24.6706
Si 8.4491 2.4823 24.8403
Si 0.2731 5.1927 24.7745
Si 5.1677 5.7751 24.7111
Si 2.9405 8.0237 24.6083
Si 7.9402 8.4645 24.7302
Si 1.3322 1.4051 26.0579
Si 6.8366 1.3287 26.0951
Si 4.0492 4.1316 26.0023
Si 9.6162 4.0763 26.1049
Si 1.3972 6.8522 26.0088
Si 6.7798 6.8786 26.0371
Si 4.105 9.5583 25.9963
Si 9.45 9.5901 26.17
Si 2.7291 0.0041 27.3546
Si 8.1372 0.0039 27.5539
Si 0.0106 2.7334 27.5036
Si 5.4415 2.7564 27.3633
Si 2.7251 5.4876 27.4349
Si 8.1861 5.4845 27.3664
Si -0.0123 8.1989 27.3824
Si 5.439 8.2206 27.4484
Si 4.0852 1.3772 28.7462
Si 9.5655 1.3677 28.8406
Si 1.3692 4.125 28.8186
Si 6.8271 4.1087 28.7475
Si 4.0945 6.8366 28.8037
Si 9.5598 6.8339 28.7588
Si 1.3675 9.572 28.7465
Si 6.7816 9.5623 28.8565
Si 0.0104 -0.0126 30.153
Si 5.4353 0.0261 30.164
Si 2.7363 2.7374 30.1478
Si 8.1878 2.7513 30.1522
Si -0.0136 5.4818 30.154
Si 5.4719 5.4664 30.1458
Si 2.723 8.2118 30.1446
Si 8.204 8.1974 30.1536
Si 1.3673 1.3673 31.515
Si 6.8362 1.3673 31.515
Si 4.1018 4.1018 31.515
Si 9.5708 4.1018 31.515
Si 1.3673 6.8362 31.515
Si 6.8362 6.8362 31.515
Si 4.1018 9.5708 31.515
Si 9.5708 9.5708 31.515
Si 2.7345 0 0.6835
Si 8.2035 0 0.6835
Si 0 2.7345 0.6835
Si 5.469 2.7345 0.6835
Si 2.7345 5.469 0.6835
Si 8.2035 5.469 0.6835
Si 0 8.2035 0.6835
Si 5.469 8.2035 0.6835
Si 4.1222 1.3596 2.0495
Si 9.5654 1.3572 2.0492
Si 1.368 4.1193 2.0342
Si 6.8477 4.0854 2.0543
Si 4.1041 6.8288 2.0507
Si 9.5804 6.8344 2.0464
Si 1.3802 9.5503 2.0474
Si 6.828 9.5909 2.046
Si -0.009 -0.0361 3.3814
Si 5.4875 0.0115 3.4602
Si 2.7739 2.7773 3.3589
Si 8.1902 2.6972 3.4415
Si 0.0189 5.4778 3.4258
Si 5.4817 5.4622 3.4008
Si 2.7644 8.2052 3.4387
Si 8.2091 8.2238 3.371
Si 1.3921 1.382 4.6199
Si 6.8435 1.347 4.8963
Si 4.153 4.0813 4.7935
Si 9.577 4.081 4.7493
Si 1.4125 6.8279 4.8096
Si 6.831 6.883 4.7147
Si 4.1352 9.5726 4.831
Si 9.5562 9.5468 4.782
Si 2.7373 0.0948 6.0441
Si 8.2036 -0.0662 6.2509
Si 0.0305 2.6676 6.0209
Si 5.4689 2.7188 6.2776
Si 2.81 5.4701 6.1675
Si 8.177 5.4768 6.0272
Si 0.0096 8.179 6.1435
Si 5.5313 8.2158 6.2075
Si 3.8229 1.5586 7.5734
Si 9.843 1.1357 7.4245
Si 1.6238 3.7921 7.2998
Si 6.6474 4.4135 7.4523
Si 4.4074 6.6285 7.5164
Si 9.3686 6.9409 7.3986
Si 1.1366 9.9042 7.2875
Si 7.1576 9.2198 7.646
O 8.3135 8.085 7.8961
O 2.7102 2.7256 7.9379
O 9.5359 1.3608 24.2748
O 4.0581 6.8802 24.1405
O 0.0279 0.0219 7.9368
O 5.5254 5.5067 8.0061
O 6.841 9.586 24.1832
O 1.3672 4.0868 24.1859
O 3.8711 7.3915 8.8972
O 0.7964 4.3601 8.5874
O 9.8169 6.1788 8.7989
O 2.0845 9.3684 8.5115
O 7.5135 3.9334 8.7723
O 4.2455 0.881 9.0303
O 6.7145 9.5388 9.1963
O 9.2229 1.8698 8.7628
O 7.7642 3.2018 23.536
O 10.4943 5.8694 23.4663
O 5.0601 0.4215 23.355
O 5.9012 5.1406 23.3819
O 3.1083 2.2421 23.3138
O 2.3178 8.7244 23.2281
O 8.6264 7.788 23.3898
O 0.2368 10.281 23.6853
Si 4.3841 1.6269 22.4859
Si 3.5176 7.9254 14.09
Si 7.1677 0.8978 14.6239
Si 0.9508 9.3695 22.5661
Si 1.2025 4.2834 11.8572
Si 6.296 8.9189 15.4091
Si 0.6975 1.3361 12.2253
Si 8.631 4.9795 20.518
Si 0.3222 5.6943 9.3625
Si 5.0344 2.8995 17.7573
Si 0.8548 3.6561 16.6678
Si 10.3817 2.8249 19.2016
Si 5.2918 1.1828 10.2695
Si 0.939 0.201 19.9028
Si 6.6619 9.4681 10.8363
Si 9.4801 9.8848 18.1722
Si 9.4285 9.2297 12.5095
Si 6.6058 3.8824 22.6256
Si 2.4515 8.0504 9.371
Si 10.4339 7.3654 16.9911
Si 2.3938 6.263 16.5955
Si 10.1665 4.4269 14.1423
As 6.3894 9.2999 18.7561
Si 7.9523 2.5557 9.5162
Si 8.8863 2.0852 12.376
As 5.1565 6.0634 18.4976
Si 3.8902 0.6179 19.4701
Si 4.301 3.8708 11.9401
Si 5.5617 6.6217 12.1386
Si 7.965 2.4476 17.2014
Si 4.4018 2.4175 14.7846
Si 1.5897 1.1605 15.1369
Si 1.6107 9.3706 12.0312
Si 8.0648 6.8309 13.8759
Si 10.4906 9.8378 15.3559
Si 9.8208 7.0383 22.5642
Si 7.9639 5.4994 17.4557
O 6.0394 7.9918 11.3016
O 6.0658 9.179 17.0047
O 7.7671 1.2246 13.1509
O 0.8304 1.7046 13.808
O 9.2809 6.2319 16.8484
O 6.7952 6.1919 13.1025
O 4.9961 4.2978 18.6014
O 9.1849 2.1354 18.2725
O 2.3866 0.0342 19.1504
O 9.6415 10.4199 16.6286
O 2.8024 4.4733 11.6475
O 5.1274 10.5279 19.1625
O 9.4038 3.2218 13.3879
O 0.4266 1.7671 19.9857
O 3.1807 1.3235 14.846
O 8.1012 5.4611 19.0724
O 3.6917 6.5182 17.5554
O 4.584 3.1952 16.2124
O 9.0914 5.6374 14.2696
O 5.4779 2.7964 22.2183
O 10.5822 4.0191 15.6536
O 0.3464 3.7711 18.2143
O 10.6454 10.4518 19.1278
O 9.7229 10.0672 13.9222
O 10.9241 8.1404 22.0959
O 1.2518 2.0919 16.4275
O 9.7311 3.7838 20.3578
O 7.98 4.0201 16.7856
O 0.0006 9.0341 11.858
O 6.5029 2.1772 17.8849
O 5.6265 10.753 11.1619
O 7.9674 10.2429 18.7073
O 10.0594 1.0215 11.9119
O 1.3325 6.9232 9.0834
O 0.6466 4.6917 13.3457
O 5.2444 5.1412 11.4499
O 2.7064 7.0112 15.1771
O 0.9999 2.7144 11.4223
O 1.028 10.579 15.3891
O 2.4649 8.5516 10.9094
O 4.7292 2.4772 11.1409
O 4.307 3.4956 13.551
O 2.1166 4.658 16.3958
O 10.6135 8.2239 15.5991
O 7.002 10.23 14.7577
O 2.3823 8.925 13.4178
O 8.0602 1.5655 15.8274
O 4.1789 6.9847 12.9317
O 3.9841 1.9128 18.4937
O 7.3077 4.4371 21.283
O 8.3274 2.8646 11.0634
O 1.0065 6.8213 17.3051
O 5.688 1.4968 14.589
O 8.1738 9.7312 11.5166
O 9.2293 6.3029 21.2472
O 8.9543 7.7362 12.8861
O 1.6759 0.0772 11.8536
O 6.4698 6.158 17.1985
O 7.3864 7.7197 15.0912
O 1.1976 10.3792 21.325
O 9.8082 8.283 18.1839
O 3.9078 1.0478 21.051
O 0.3131 5.2925 10.9273
O 6.6814 1.5497 9.4917
O 4.7929 8.7037 14.7784

Results
free energy: -143602.654 eV
free energy less fixed offsets of As -4856.12, O -568.88, Si -635.61 eV per atom: 4.816 eV

Forces (eV/angstrom), in the order of the atoms: element, x, y, z
Si 0.0036 0.0062 0.0509
Si 0.0031 -0.0055 -0.0104
Si 0.0111 -0.0011 0.0153
Si -0.005 0.0027 -0.0163
Si 0.0041 0.0037 -0.0098
Si -0.0036 0.0003 0.0118
Si 0.0086 -0.0141 0.0138
Si -0.0047 -0.001 0.006
Si 0.0066 -0.0087 -0.013
Si -0.0153 0.0108 0.0013
Si -0.0007 0.0008 -0.0046
Si -0.0136 0.0156 -0.0003
Si -0.0038 0.0064 0.005
Si -0.003 0.0003 -0.006
Si -0.0018 0.003 0.002
Si 0.0039 -0.0036 -0.0067
Si 0.0006 -0.0014 0.005
Si -0.0012 -0.0128 0.0042
Si 0.0079 0.001 0.0143
Si 0.0003 0.0007 0.0013
Si 0.0057 0.0033 -0.0014
Si 0.001 -0.0011 0.0044
Si 0.0031 -0.002 -0.0011
Si -0.0025 -0.0034 0.0022
Si -0.0007 -0.0038 -0.0072
Si 0.0026 0.0021 0.0123
Si -0.0066 0.0011 0.0026
Si -0.001 -0.0003 -0.0086
Si -0.0017 -0.0012 -0.005
Si 0.0012 -0.0019 -0.0039
Si 0.0004 0.0008 -0.008
Si -0.0101 0.004 0.01
Si -0.0022 0.0008 0.0001
Si 0.0043 -0.0077 -0.0042
Si 0.0005 0.0035 0.0002
Si 0.0023 -0.0028 -0.0011
Si 0.0029 -0.0029 -0.0014
Si -0.0016 0.0017 -0.0004
Si 0.0013 -0.0032 -0.0009
Si -0.0037 -0.001 -0.0024
Si 0.0529 -0.0184 0.002
Si -0.0516 0.123 0.004
Si 0.0642 -0.0453 0.0103
Si -0.0825 0.0794 0.0158
Si -0.0656 0.1038 -0.0309
Si 0.0456 -0.0737 0.0399
Si -0.1905 0.0414 0.0383
Si 0.0388 -0.0593 0.0319
Si 0.0408 -0.056 0.0981
Si -0.0486 0.0513 -0.1245
Si -0.0532 -0.0207 0.0396
Si 0.1105 -0.0403 -0.0081
Si -0.0253 0.1359 -0.1525
Si 0.0692 -0.0973 0.0837
Si 0.0972 -0.1054 -0.0407
Si -0.0107 0.032 0.0303
Si -0.0017 0.0071 0.0015
Si -0.0012 -0.0058 -0.0022
Si 0.0091 0.001 -0.0002
Si -0.0052 0.0024 0.0017
Si -0.0005 -0.0035 -0.0014
Si -0.0012 0.0061 0.0015
Si -0.0093 0.0014 0.0012
Si 0.009 -0.0018 -0.0019
Si 0.0009 -0.0073 0.0034
Si 0.0046 0.0014 0.0115
Si 0.0022 0.0074 -0.0033
Si -0.0085 -0.0064 0.0049
Si 0.0053 0.0007 -0.0013
Si -0.003 -0.0044 0.0076
Si 0.0062 0.0001 0.0047
Si -0.0003 0.0065 0.0008
Si -0.002 0.0001 -0.0118
Si 0.002 -0.0017 -0.0078
Si 0.0012 0.0035 -0.0115
Si 0.0023 -0.0001 0.0024
Si 0.0001 -0.0011 -0.0026
Si 0.0006 0.0014 -0.0039
Si 0.0013 -0.0019 -0.0017
Si -0.0045 0.0022 -0.0119
Si 0.0045 -0.0085 0.0035
Si 0.0009 0.0057 0.0032
Si -0.0026 0.0033 0.0093
Si 0.0019 -0.0063 -0.0007
Si 0 0.0011 0.005
Si 0.0014 -0.0008 0.0011
Si 0.0012 -0.0047 -0.001
Si -0.0017 0.0017 0.0037
Si -0.0084 0.0014 0.0029
Si 0.004 0.001 -0.0149
Si -0.0083 -0.005 -0.0057
Si 0.0026 0.007 0.005
Si 0.0021 0.0063 -0.0116
Si -0.0091 0.0043 -0.0007
Si -0.0009 0.0098 0.0068
Si -0.0035 -0.0076 -0.0115
O 0.0048 -0.0026 0.0042
O 0.0078 0.0041 -0.0027
O -0.0022 0.0082 0.001
O 0.0043 0.0006 -0.015
O 0.0003 -0.0046 0.002
O -0.0011 -0.0073 -0.0001
O -0.0001 0.0034 0.0027
O -0.0098 -0.0014 -0.0016
O -0.0034 0.0019 0.0031
O -0.0033 0.0063 0.0037
O 0.0068 -0.0024 0.0002
O 0.0049 -0.0078 0.0027
O -0.0003 -0.004 -0.0012
O 0.0045 0.0002 0.0024
O -0.0022 0.0021 0.0072
O -0.0041 0.0024 0.0043
O 0.0048 -0.0059 0.0078
O 0.0036 -0.0021 0.0044
O -0.001 0.0015 0.001
O 0.0081 -0.0094 -0.0025
O -0.0051 0 -0.001
O -0.0014 0.0053 0.0019
O 0.0077 -0.0024 -0.0037
O -0.0076 0.0012 -0.0201
Si 0.0043 0.0006 0.0056
Si -0.0017 -0.0038 0.0069
Si 0 0.0041 -0.0042
Si 0.0118 -0.032 -0.0085
Si 0.0002 0.0018 0.0037
Si -0.0088 -0.0034 0.0154
Si -0.0002 0.0014 0.0017
Si -0.0146 0.0108 0.0013
Si -0.0038 -0.0012 0.0003
Si 0.0029 0.0094 -0.0006
Si -0.0012 0.0043 -0.0045
Si -0.0036 0.0014 -0.0036
Si 0.0013 -0.0038 -0.0011
Si 0.002 -0.0023 -0.0019
Si -0.0025 0.0035 -0.0034
Si 0.0137 0.0003 0.0002
Si -0.0004 -0.0011 0.0043
Si -0.0101 0.0138 0.0009
Si -0.0001 0.0016 -0.0007
Si -0.0023 -0.0047 -0.0061
Si 0.0211 0.0098 0.0141
Si -0.0002 -0.0001 0.0012
As 0.0065 0.014 -0.0209
Si 0.0003 -0.0012 0.002
Si -0.0005 0.0029 -0.001
As -0.0233 0.0091 -0.0296
Si -0.0048 0.0109 0.0038
Si 0.0006 0 0.0047
Si -0.0002 0.0015 0.0068
Si -0.0022 0.0049 -0.0045
Si 0.002 -0.0027 -0.0046
Si -0.0006 0.0007 -0.0026
Si 0.0023 0 0.0038
Si 0.0016 -0.0026 0.0006
Si -0.0005 -0.0034 -0.0048
Si -0.003 -0.0001 0.0059
Si -0.0011 -0.0019 -0.0076
O 0.0004 -0.0017 -0.0029
O 0.0036 -0.0044 -0.0092
O 0 -0.0011 -0.0004
O 0.0017 -0.0013 0
O -0.0006 0.0025 0.0055
O 0.0005 -0.0008 0.0007
O -0.001 -0.0106 -0.004
O -0.001 -0.0017 0.0023
O -0.002 -0.0036 -0.0013
O 0.0028 -0.0004 0.0035
O -0.0019 -0.0004 -0.0045
O -0.0004 -0.0043 0.0038
O -0.0009 -0.0023 -0.0018
O -0.002 -0.0003 0.0036
O -0.0014 0.0021 0.0016
O 0.005 -0.0049 -0.0055
O -0.0025 -0.0182 -0.0038
O -0.0011 -0.0044 0.0045
O -0.0021 0.0022 -0.001
O -0.0006 -0.004 -0.002
O 0.0014 -0.0007 0.0002
O 0.0013 0 -0.002
O -0.01 -0.0029 -0.0061
O -0.0003 0.0003 0.0003
O -0.0021 0.0011 -0.0003
O 0.0021 -0.0019 -0.0004
O 0.0028 -0.0037 -0.0029
O 0.0005 0.0074 0.0079
O -0.0005 -0.001 -0.0023
O -0.0071 0.0042 0.0031
O 0.0001 -0.0012 -0.0023
O -0.0058 -0.0062 0.0112
O 0.0001 0.0002 -0.0026
O 0.0008 -0.0019 -0.0028
O -0.0002 -0.0005 -0.0014
O -0.0011 -0.0003 -0.0023
O 0.0044 0.0012 0.0004
O -0.0004 -0.0011 -0.002
O -0.0003 0.0025 0.0002
O -0.0013 -0.0001 -0.0005
O -0.0005 0.0025 -0.0016
O 0.0008 -0.001 0.0003
O -0.0028 -0.0014 0.0029
O 0.0003 0.0033 -0.0001
O -0.0007 0.0015 0.0004
O 0.0008 -0.0014 -0.0005
O -0.0023 -0.0014 -0.0039
O 0.0028 -0.0001 -0.0012
O 0.0085 -0.0066 0.0017
O 0.0066 -0.0029 -0.0018
O 0.0008 -0.0033 0.0028
O 0.006 -0.0041 -0.0035
O 0.0046 -0.002 -0.0016
O 0.0033 -0.0029 -0.0019
O -0.0008 -0.0028 -0.0058
O 0.0003 0 -0.0017
O -0.0019 0 -0.0021
O 0.0114 -0.0063 0.0155
O 0.0016 -0.0049 -0.0042
O 0.0057 0.0148 -0.0156
O -0.0022 0.0019 0.0017
O 0.0003 -0.0002 -0.0092
O 0.0013 -0.002 0.0009
O 0.0001 0.002 -0.0004
O -0.003 -0.0019 -0.0035

The program warned: the cutoff lies below the one the program advises for these potential files; the forces do not sum to zero within the program's tolerance; the exchange-correlation potential is rough where the density is thin.
